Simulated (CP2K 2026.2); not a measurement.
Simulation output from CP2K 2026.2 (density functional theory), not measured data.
Periodic cell of 513 atoms, Si351O162, from a study of silicon, its oxide and their interface. The atomic structure is a simulated model.
Doubt: the forces sum to 0.95 eV/angstrom along one axis rather than to zero, so they err by at least 0.0019 eV/angstrom per atom on average; the grid cutoff is modest.

Settings: functional PBE; method Gaussian and plane waves; basis set DZVP-MOLOPT-SR-GTH; pseudopotentials GTH-PBE; grid cutoff 350 Ry, relative cutoff 50 Ry; k points Gamma only; occupations fixed; spin none; net charge 0.

Cell vectors (angstrom)
a 16.407 0 0
b 0 16.407 0
c 0.1207 -0.1753 34.3931

Atoms and the computed forces on them: element, x, y, z (angstrom), force x, y, z (eV/angstrom)
Si 16.39 0.082 0.001 0.15 -0.181 -0.029
Si 2.913 2.433 0.081 0.031 -0.039 0.029
Si 0.035 5.568 0.112 -0.228 -0.016 -0.137
Si 2.597 8.207 34.309 -0.017 0.096 0.228
Si 0.164 10.562 0.161 -0.011 -0.001 0.206
Si 3.085 13.424 0.166 0.017 -0.133 -0.208
Si 5.434 0.229 34.332 0.16 -0.138 0.07
Si 7.932 3.014 34.195 0.028 -0.179 -0.323
Si 5.666 5.396 0.382 -0.083 0.153 -0.169
Si 8.503 7.914 34.337 0.042 0.1 0.005
Si 5.222 11.193 0.161 -0.061 0.028 -0.179
Si 8.357 13.453 0.493 -0.085 0.129 -0.265
Si 10.926 15.882 0.035 -0.383 -0.122 -0.001
Si 14.012 2.162 0.183 -0.13 0.103 0.225
Si 10.765 5.661 34.188 0.34 -0.084 0.007
Si 14.19 7.742 0.415 -0.088 0.047 -0.266
Si 10.698 11.23 0.147 0.013 0.083 -0.502
Si 13.549 13.961 0.081 0.063 -0.321 -0.025
Si 1.473 1.237 1.482 -0.116 -0.026 -0.306
Si 4.082 4.054 1.439 0.05 -0.194 -0.182
Si 1.497 6.798 1.453 -0.022 0.118 -0.277
Si 4.071 9.519 1.369 -0.045 -0.005 -0.328
Si 1.417 12.231 1.382 0.027 -0.201 -0.216
Si 4.274 15.048 1.373 0.042 0.179 -0.296
Si 6.868 1.505 1.32 -0.005 0.006 -0.192
Si 9.591 4.134 1.132 -0.082 0.13 -0.131
Si 6.97 6.91 1.524 0.126 0.019 -0.177
Si 9.616 9.531 1.375 -0.023 -0.096 -0.127
Si 6.752 12.241 1.61 0.048 -0.094 -0.281
Si 9.544 15.016 1.702 0.061 -0.102 -0.117
Si 12.213 1.18 1.339 0.206 -0.14 -0.279
Si 15.168 3.919 1.381 0.009 -0.061 -0.356
Si 12.328 6.691 1.372 -0.035 0.005 -0.242
Si 15.216 9.413 1.676 0.023 -0.05 -0.163
Si 12.45 12.237 1.366 0.144 0.046 -0.144
Si 15.18 14.974 1.412 0.043 0.129 -0.157
Si 0.109 2.645 2.811 0.082 0.072 0.178
Si 2.839 16.282 2.801 -0.029 -0.018 0.124
Si 0.154 8.059 2.95 0.097 -0.029 0.206
Si 2.801 5.418 2.82 -0.055 0.039 0.111
Si 0.08 13.574 2.781 -0.094 0.041 -0.023
Si 2.757 10.881 2.821 0.031 -0.039 -0.065
Si 5.504 2.728 2.804 -0.051 0.022 0.104
Si 8.184 0.107 2.811 -0.133 0.084 -0.057
Si 5.5 8.211 2.79 -0.112 0.085 -0.003
Si 8.338 5.442 2.755 0.051 0.032 0.038
Si 5.524 13.728 2.886 -0.032 0.024 0.106
Si 8.222 10.834 2.813 0.076 0.054 0.205
Si 10.929 2.709 2.613 -0.006 0.082 -0.123
Si 13.706 16.32 2.772 -0.107 -0.097 0.047
Si 11.035 8.157 2.744 -0.062 0.032 -0.019
Si 13.7 5.285 2.727 0.062 -0.059 0.051
Si 11.049 13.582 2.843 0.077 -0.028 0.25
Si 13.759 10.858 2.804 -0.159 0.106 0.018
Si 1.433 4.047 4.188 -0.058 -0.034 -0.038
Si 4.164 1.305 4.175 0.07 0.008 -0.13
Si 1.461 9.508 4.263 0.06 -0.052 -0.042
Si 4.178 6.794 4.161 0.019 0.005 0.019
Si 1.433 14.943 4.163 0.059 0.035 0.017
Si 4.142 12.285 4.181 -0.085 -0.005 -0.051
Si 6.914 4.098 4.146 -0.021 -0.01 -0.104
Si 9.62 1.41 4.119 -0.088 0.02 0.046
Si 6.863 9.519 4.21 0.02 0.01 -0.055
Si 9.678 6.803 4.152 0.021 -0.126 -0.075
Si 6.908 15.076 4.207 -0.04 0.018 0.033
Si 9.624 12.217 4.184 0.065 0.03 -0.238
Si 12.315 3.973 4.096 0.088 0.09 0.045
Si 15.087 1.297 4.147 -0.066 0.011 -0.091
Si 12.369 9.511 4.157 -0.008 0.007 0.013
Si 15.067 6.683 4.16 0.013 0.055 -0.087
Si 12.387 14.97 4.222 0.075 -0.092 -0.256
Si 15.105 12.244 4.165 0.021 -0.041 0.036
Si 0.058 16.337 5.514 0.001 -0.014 -0.055
Si 2.802 2.676 5.54 0.014 0.032 -0.015
Si 0.042 5.38 5.558 -0.03 -0.089 -0.028
Si 2.831 8.13 5.584 -0.004 0.085 -0.031
Si 0.05 10.883 5.563 -0.001 -0.026 -0.022
Si 2.779 13.612 5.572 -0.041 -0.044 -0.019
Si 5.522 -0.025 5.578 -0.048 -0.011 -0.006
Si 8.261 2.726 5.534 0.022 0.021 -0.049
Si 5.544 5.436 5.534 0.027 0.022 -0.027
Si 8.265 8.135 5.531 -0.052 -0.027 -0.039
Si 5.515 10.913 5.554 0.065 0.026 -0.033
Si 8.27 13.641 5.522 0.078 0.029 -0.006
Si 10.976 -0.017 5.493 0.058 -0.014 -0.033
Si 13.702 2.656 5.508 0.022 -0.036 -0.051
Si 11.018 5.396 5.506 0 0.078 -0.049
Si 13.733 8.117 5.513 -0.008 -0.008 -0.035
Si 10.998 10.86 5.548 -0.049 -0.01 -0.036
Si 13.759 13.603 5.564 -0.06 0.04 -0.011
Si 1.423 1.301 6.892 -0.015 0.019 -0.015
Si 4.173 4.052 6.895 0.01 -0.034 -0.007
Si 1.423 6.76 6.91 -0.026 0.036 -0.012
Si 4.177 9.525 6.932 -0.002 -0.046 0.011
Si 1.416 12.245 6.932 0.013 0.014 0.01
Si 4.154 14.992 6.919 0.023 0.013 0.012
Si 6.905 1.344 6.91 -0.019 -0.012 0.011
Si 9.637 4.069 6.899 -0.031 0.005 0.017
Si 6.905 6.785 6.916 0.008 -0.006 -0.008
Si 9.623 9.502 6.908 0.048 0.034 0.008
Si 6.902 12.276 6.902 -0.056 0.018 -0.004
Si 9.637 15.009 6.885 -0.042 -0.032 -0.021
Si 12.349 1.308 6.892 0.009 -0.001 0
Si 15.073 4.013 6.9 0.013 0.05 0.002
Si 12.368 6.764 6.892 0.028 -0.019 0.003
Si 15.089 9.492 6.9 0.003 0.008 -0.017
Si 12.367 12.238 6.907 0.015 -0.013 -0.005
Si 15.114 14.986 6.913 0.008 -0.047 0.003
Si 0.05 2.661 8.262 -0.029 -0.03 -0.004
Si 2.787 16.356 8.279 0.003 -0.023 -0.005
Si 0.056 8.134 8.27 0.014 0.004 0.002
Si 2.794 5.398 8.273 -0.006 0.003 0.001
Si 0.061 13.623 8.288 0.003 -0.001 0.01
Si 2.792 10.88 8.287 -0.007 -0.005 -0.005
Si 5.528 2.691 8.278 0.019 0.029 0.003
Si 8.266 16.365 8.263 -0.003 -0.004 0.01
Si 5.543 8.152 8.286 0.018 0.044 0.011
Si 8.266 5.417 8.279 0.003 0.012 0.004
Si 5.531 13.629 8.277 0.003 -0.013 0.007
Si 8.265 10.894 8.268 0.007 -0.007 -0.003
Si 10.995 2.686 8.259 0.001 0 0.001
Si 13.725 16.352 8.26 -0.007 -0.009 0
Si 10.999 8.136 8.265 -0.046 -0.013 -0.003
Si 13.728 5.4 8.268 0.011 0.031 0
Si 10.998 13.628 8.256 0.035 0.018 0.005
Si 13.728 10.868 8.272 -0.02 -0.012 0.016
Si 1.421 4.026 9.634 0.005 0.018 0.004
Si 4.158 1.317 9.642 -0.005 -0.003 0.005
Si 1.422 9.504 9.637 -0.011 -0.001 0.001
Si 4.161 6.775 9.635 -0.008 0.011 -0.013
Si 1.428 14.988 9.65 -0.005 -0.004 0.01
Si 4.162 12.259 9.64 0.012 -0.01 -0.004
Si 6.895 4.05 9.644 -0.008 -0.013 -0.003
Si 9.63 1.323 9.63 0.009 -0.003 -0.006
Si 6.902 9.529 9.645 0 -0.013 0.007
Si 9.63 6.783 9.641 0.007 0.007 -0.006
Si 6.899 15 9.637 -0.016 0.001 0.009
Si 9.63 12.267 9.637 -0.013 0 -0.006
Si 12.361 4.04 9.634 -0.005 0.009 -0.004
Si 15.093 1.304 9.635 0.019 0.005 -0.005
Si 12.357 9.509 9.64 0.015 0.003 -0.003
Si 15.096 6.768 9.637 0.005 -0.001 0.006
Si 12.361 14.989 9.631 -0.005 -0.032 -0.001
Si 15.094 12.249 9.634 0.013 0.01 -0.004
Si 0.058 -0.052 11.008 -0.016 -0.013 0.002
Si 2.782 2.667 11.02 0.005 0.005 0.006
Si 0.054 5.393 11.002 0.01 0.012 -0.004
Si 2.79 8.138 11.001 0.001 -0.005 0.006
Si 0.06 10.883 10.993 0.01 -0.009 -0.005
Si 2.798 13.621 11.012 0.01 0.008 0.006
Si 5.527 -0.049 11.009 0.019 -0.02 -0.005
Si 8.261 2.678 11.003 -0.003 -0.001 0.01
Si 5.517 5.405 11.008 0.014 0.019 -0.006
Si 8.263 8.151 11.006 0.011 0.028 0
Si 5.529 10.896 11.007 -0.027 0.006 -0.007
Si 8.264 13.638 11.014 -0.002 -0.013 0.003
Si 10.994 -0.046 10.995 -0.001 0.011 -0.002
Si 13.728 2.672 10.999 0.001 0.01 0.009
Si 10.993 5.407 10.996 -0.024 0.018 -0.003
Si 13.728 8.141 11.003 -0.013 0.004 -0.008
Si 10.999 10.896 11.007 0.002 -0.012 -0.004
Si 13.734 13.628 10.997 -0.012 -0.027 0.01
Si 1.417 1.298 12.397 -0.015 -0.015 0
Si 4.152 4.035 12.383 -0.015 0.019 0.005
Si 1.425 6.759 12.364 0.004 0.017 -0.002
Si 4.153 9.521 12.356 0.036 0.009 -0.004
Si 1.427 12.245 12.364 -0.019 -0.016 0.002
Si 4.158 14.993 12.38 0.003 -0.017 0.002
Si 6.897 1.314 12.376 -0.019 0.018 0.004
Si 9.627 4.046 12.362 0.025 0.008 0.006
Si 6.886 6.775 12.36 -0.015 -0.011 -0.011
Si 9.628 9.524 12.369 -0.02 -0.018 -0.006
Si 6.884 12.274 12.378 0.001 -0.025 -0.005
Si 9.625 15.02 12.383 0.02 0 -0.007
Si 12.363 1.309 12.367 -0.02 -0.013 -0.012
Si 15.097 4.025 12.375 -0.006 0.001 0
Si 12.361 6.764 12.362 -0.011 0.011 -0.004
Si 15.095 9.526 12.355 0.008 -0.007 -0.013
Si 12.369 12.274 12.371 0.023 0.037 -0.006
Si 15.1 14.994 12.37 0.031 -0.001 0.002
Si 16.445 2.655 13.767 0.034 0.033 0.037
Si 2.788 16.336 13.765 0.022 0.009 -0.012
Si 0.054 8.145 13.699 -0.003 0.014 -0.006
Si 2.769 5.385 13.754 0.042 -0.014 0.024
Si 0.063 13.62 13.721 -0.047 0.006 -0.036
Si 2.795 10.884 13.735 0.015 -0.01 -0.004
Si 5.527 2.666 13.746 0.055 -0.027 -0.009
Si 8.258 -0.027 13.774 -0.009 -0.027 0.029
Si 5.507 8.139 13.71 -0.035 0.027 -0.012
Si 8.25 5.404 13.723 -0.026 0.077 -0.005
Si 5.523 13.642 13.761 -0.016 0.01 0.034
Si 8.252 10.896 13.725 -0.009 0.016 0.004
Si 10.99 2.675 13.723 -0.014 0.008 -0.014
Si 13.742 -0.037 13.741 -0.018 -0.006 -0.015
Si 10.997 8.139 13.718 0.032 -0.012 0.024
Si 13.715 5.385 13.729 0.003 0.022 0.007
Si 11.021 13.673 13.732 -0.036 -0.073 -0.009
Si 13.747 10.908 13.73 -0.011 -0.044 0.027
Si 1.407 4.008 15.144 -0.037 0.008 0.002
Si 4.161 1.303 15.122 -0.013 -0.022 -0.007
Si 1.418 9.501 15.072 -0.035 -0.062 0.031
Si 4.14 6.78 15.087 0.059 0.061 0.024
Si 1.427 14.941 15.117 0.008 -0.034 0.068
Si 4.148 12.261 15.117 0.043 -0.036 0.025
Si 6.898 4.036 15.104 -0.055 -0.065 0.015
Si 9.628 1.362 15.134 0.05 0.066 0.029
Si 6.88 9.495 15.066 -0.039 0.013 0.014
Si 9.625 6.763 15.081 -0.007 -0.049 0.006
Si 6.871 15.027 15.149 -0.017 -0.003 0.032
Si 9.626 12.305 15.045 0.03 0.072 -0.023
Si 12.366 3.997 15.105 -0.042 0.043 0.03
Si 15.077 1.301 15.163 -0.021 -0.046 0.093
Si 12.376 9.518 15.062 -0.036 0.029 -0.028
Si 15.088 6.778 15.047 0.015 0.01 -0.01
Si 12.387 15.037 15.128 0.045 0.022 0.086
Si 15.107 12.289 15.109 0.11 0.044 0.048
Si 16.46 16.286 16.483 0.012 0.056 0.026
Si 2.795 2.627 16.51 -0.009 -0.009 0.072
Si 16.394 5.402 16.441 0.05 -0.005 0.052
Si 2.725 8.1 16.459 0.071 0.088 0.155
Si 0.108 10.917 16.432 -0.09 -0.007 0.033
Si 2.781 13.59 16.536 -0.049 0.1 -0.054
Si 5.49 -0.024 16.558 0.043 -0.024 0.037
Si 8.261 2.72 16.536 -0.025 0.002 0.174
Si 5.511 5.401 16.429 -0.077 0.051 -0.078
Si 8.258 8.143 16.426 0.022 -0.006 -0.024
Si 5.512 10.85 16.436 -0.004 0.062 0.173
Si 8.299 13.669 16.45 0.039 -0.187 0.086
Si 11.06 0.063 16.491 -0.12 -0.044 -0.004
Si 13.697 2.67 16.564 0.076 -0.006 0.013
Si 10.966 5.344 16.432 0.059 0.069 0.181
Si 13.749 8.149 16.411 0.014 -0.056 0.13
Si 11.002 10.934 16.36 0.005 0.025 0.025
Si 13.761 13.672 16.508 -0.065 0.006 0.093
Si 1.44 1.184 17.86 0.148 -0.221 0.001
Si 4.093 4.119 17.823 0.079 0.047 -0.036
Si 1.315 6.729 17.845 0.031 0.094 -0.154
Si 4.095 9.489 17.813 -0.174 -0.013 -0.155
Si 1.464 12.182 17.93 0.055 -0.129 -0.005
Si 4.103 14.981 17.917 0.022 -0.054 0.045
Si 6.834 1.412 17.922 0.016 0.079 -0.109
Si 9.66 4.046 17.984 0.023 0.071 0.119
Si 6.945 6.701 17.768 0.092 -0.079 -0.017
Si 9.642 9.58 17.698 -0.043 0.061 -0.046
Si 6.966 12.199 17.766 0.117 0.111 -0.119
Si 9.662 15.122 17.781 -0.074 0.088 -0.234
Si 12.355 1.352 18.037 -0.113 0.074 0.173
Si 15.07 4.072 17.881 -0.081 0.134 -0.045
Si 12.367 6.724 17.719 -0.058 -0.243 -0.127
Si 15.103 9.586 17.74 0.025 0.055 -0.15
Si 12.314 12.297 17.774 -0.061 0.013 -0.15
Si 15.149 14.985 17.973 0.087 0.045 0.131
Si 0.091 2.64 19.078 -0.105 0.218 0.261
Si 2.72 16.243 19.427 -0.042 -0.033 0.232
Si 16.4 8.223 19.119 0.023 0.017 0.127
Si 2.598 5.308 19.248 -0.056 -0.176 0.329
Si 16.459 13.435 19.33 -0.193 0.057 0.274
Si 2.833 10.839 19.382 0.249 -0.002 0.186
Si 5.529 2.947 19.25 0.04 -0.146 0.218
Si 8.272 0.013 19.185 -0.085 -0.071 0.121
Si 5.475 7.989 18.972 -0.025 0.053 0.136
Si 8.35 5.569 19.327 0.108 0.016 0.411
Si 5.587 13.562 19.098 -0.092 -0.156 0.184
Si 8.348 10.838 19.196 -0.077 0.135 0.039
Si 10.947 2.658 19.57 -0.045 0.033 0.174
Si 13.793 0.013 19.389 0.138 0.014 0.229
Si 11.036 8.208 18.916 -0.014 0.055 0.414
Si 13.605 5.384 19.25 -0.176 0.014 0.066
Si 11.007 13.765 19.1 0.225 -0.077 0.105
Si 13.678 10.907 19.076 -0.034 -0.02 0.396
Si 1.496 3.611 20.697 0.006 0.242 -0.17
Si 3.922 1.687 20.415 -0.042 0.022 0.09
Si 1.659 9.121 20.586 -0.201 -0.07 0.366
Si 3.938 6.833 20.361 0.004 -0.02 0.306
Si 1.504 14.482 20.854 0.2 0.204 -0.319
Si 4.786 11.789 20.488 -0.126 0.017 -0.082
Si 7.281 3.977 20.744 -0.11 0.246 -0.11
Si 9.232 1.382 20.866 0.056 -0.185 0.042
Si 6.777 9.389 20.259 -0.1 0.087 0.186
Si 9.962 7.018 20.598 -0.105 0.167 -0.336
Si 7.072 14.844 20.409 -0.009 -0.13 0.206
Si 9.361 12.698 20.347 -0.052 -0.272 0.429
Si 11.969 4.465 20.848 0.261 -0.148 0.136
Si 15.17 1.613 20.659 -0.097 -0.258 0.023
Si 12.456 9.372 20.346 0.031 0.097 0.009
Si 14.661 7.177 20.282 0.022 0.152 0.415
Si 12.68 14.69 20.565 -0.295 -0.081 0.309
Si 14.777 12.258 20.629 0.062 -0.136 -0.155
Si 0.359 14.207 27.595 0.054 -0.035 0.007
Si 6.452 0.511 25.241 0.075 0.18 0.47
Si 15.641 3.434 22.898 0.108 -0.05 0.107
Si 13.462 8.467 24.365 0.024 0.072 0.338
Si 12.53 13.053 24.703 -0.108 -0.088 0.189
Si 3.995 12.947 25.473 -0.048 -0.237 0.492
Si 1.537 0.709 27.325 0.108 -0.05 0.019
Si 7.01 3.589 26.073 -0.097 -0.128 0.309
Si 4.781 5.562 26.078 0.025 0.005 0.143
Si 10.812 9.143 22.789 -0.037 0.132 0.212
Si 8.458 10.66 24.305 -0.098 0.202 0.273
Si 11.603 1.37 24.932 0.028 0.055 0.22
Si 11.271 4.383 23.866 0.043 0.071 0.459
Si 15.516 6.345 23.122 -0.06 0.222 0.256
Si 7.107 8.137 23.037 -0.067 0.125 0.22
Si 9.165 16.214 23.792 0.06 -0.115 0.302
Si 4.347 6.894 23.327 0.001 0.006 0.22
Si 0.951 12.09 25.526 0.035 0.067 0.349
Si 1.456 8.153 23.492 -0.006 0.034 0.102
Si 0.966 10.238 30.007 0.039 0.058 -0.371
Si 3.895 13.729 22.48 0.061 -0.317 0.33
Si 7.069 10.1 29.149 -0.035 -0.079 -0.235
Si 6.311 10.875 26.479 -0.022 0.054 -0.026
Si 9.787 13.076 23.243 -0.08 -0.052 0.356
Si 5.316 -0.049 22.442 0.215 0 0.251
Si 8.158 5.212 23.528 -0.044 -0.139 0.407
Si 13.043 5.088 28.743 -0.077 0.043 -0.287
Si 11.988 6.571 26.098 0.026 0.133 0.171
Si 12.547 11.637 27.586 -0.068 -0.145 0.073
Si 14.896 11.303 23.608 -0.089 -0.085 0.524
Si 16.11 16.025 22.758 0.128 0.07 0.248
Si 1.916 14.969 32.13 -0.04 -0.019 -0.202
Si 13.001 15.677 23.349 -0.181 0.005 0.499
Si 15.161 7.123 29.594 -0.004 0.084 -0.317
Si 1.713 7.748 28.753 -0.081 0.093 -0.124
Si 16.043 1.196 25.164 -0.047 0.056 0.311
Si 0.78 9.285 26.332 0.021 -0.149 0.208
Si 5.37 4.816 30.21 0.244 -0.172 -0.308
Si 4.16 15.112 30.21 -0.022 -0.175 -0.2
Si 4.219 15.664 27.094 0.071 0.014 0.049
Si 10.179 10.072 28.943 0.016 -0.119 -0.232
Si 0.965 3.531 32.331 0.197 0.08 -0.128
Si 8.039 4.67 28.841 -0.027 0.078 -0.182
Si 13.582 0.392 27.055 -0.091 0.081 0.033
Si 6.508 8.061 27.193 -0.021 -0.039 -0.025
Si 13.807 14.161 28.678 0.021 0.094 -0.161
Si 9.463 7.269 27.743 -0.05 -0.009 0.066
Si 13.867 8.194 31.878 0.038 -0.102 -0.318
Si 14.933 9.546 28.044 -0.107 -0.01 -0.045
Si 3.009 5.123 28.346 0.089 -0.076 -0.122
Si 14.222 3.26 32.025 -0.196 0.16 -0.56
Si 2.079 13.142 29.915 0.114 -0.059 -0.183
Si 4.591 7.015 32.366 -0.024 -0.258 -0.058
Si 7.424 2.74 31.101 -0.19 0.097 -0.363
Si 6.853 16.123 31.447 -0.086 0.033 -0.428
Si 6.667 9.379 32.191 0.033 0.117 -0.125
Si 9.154 14.382 32.277 -0.029 -0.023 -0.08
Si 12.377 5.623 31.508 -0.001 0.133 -0.442
Si 14.331 2.51 29.136 -0.072 0.074 -0.397
Si 10.916 11.798 31.563 -0.03 0.061 -0.226
Si 1.082 3.002 29.253 -0.05 -0.106 -0.488
Si 13.791 13.281 31.412 -0.14 0.056 -0.379
Si 15.223 10.768 31.889 0.138 -0.039 -0.364
O 0.821 15.897 32.917 -0.37 0.106 0.467
O 15.216 0.857 33.977 0.023 0.282 0.092
O 0.918 5.011 33.048 -0.117 0.166 0.244
O 2.64 14.037 33.24 0.074 -0.117 0.163
O 12.592 7.26 31.429 -0.107 0.101 0.11
O 15.172 7.441 31.198 -0.194 0.102 0.362
O 0.255 7.073 29.003 -0.049 -0.128 -0.106
O 1.401 9.309 33.914 -0.095 0.2 0.053
O 15.513 10.969 33.497 -0.007 -0.117 0.224
O 0.26 10.155 31.449 0.006 0.078 0.308
O 1.198 13.946 31.049 0.173 0.086 0.13
O 3.666 13.539 30.091 0.146 -0.166 0.084
O 6.364 -0.113 33 -0.243 0.278 0.508
O 2.029 2.669 33.22 -0.078 -0.168 -0.052
O 10.273 15.412 32.949 0.418 0.105 0.189
O 6.786 4.189 33.964 0.037 -0.161 0.244
O 5.099 6.241 33.693 -0.282 -0.074 0.238
O 3.13 7.619 32.831 -0.251 -0.062 0.287
O 6.145 10.525 33.208 0.143 -0.065 0.029
O 7.942 8.63 32.926 0.2 -0.027 0.281
O 4.235 12.096 33.917 -0.061 0.157 0.577
O 8.06 13.907 33.41 -0.084 0.132 0.353
O 5.972 3.55 31.071 -0.003 -0.055 0.077
O 8.246 15.277 31.247 0.077 0.096 0.017
O 9.806 13.031 31.575 -0.162 0.063 -0.002
O 12.341 14.728 34.357 0.131 -0.081 0.031
O 13.373 2.622 33.249 -0.129 0.178 0.25
O 13.771 4.826 31.871 0.357 -0.103 0.384
O 11.297 5.23 32.66 -0.004 -0.266 0.561
O 9.604 6.788 33.809 0.1 -0.147 0.045
O 13.767 8.349 33.476 0.029 0.335 0.066
O 15.398 6.511 34.108 -0.052 -0.158 0.625
O 9.585 12.438 0.105 -0.08 -0.083 0.071
O 11.01 10.848 32.894 0.108 -0.211 0.594
O 12.336 12.571 31.425 -0.06 0.02 0.032
O 14.198 13.784 32.9 0.264 -0.148 0.612
O 0.663 3.78 22.136 0.247 0.222 -0.173
O 2.755 2.637 21.144 0.006 -0.255 -0.309
O 5.419 0.436 23.989 -0.288 -0.074 -0.452
O 4.942 1.302 21.652 0.127 0.039 0.132
O 14.25 9.91 24.237 0.272 0.022 -0.034
O 1.112 9.088 22.182 -0.136 0.407 -0.425
O 4.361 6.187 21.852 -0.176 0.181 -0.577
O 2.95 8.107 20.714 0.16 -0.197 -0.005
O 0.753 1.668 26.253 0.097 0.001 -0.266
O 0.604 14.819 22.198 -0.227 0.158 -0.174
O 4.867 12.54 21.962 -0.091 0.114 -0.008
O 5.191 11.859 25.793 0.094 -0.086 -0.084
O 7.253 4.694 22.26 -0.11 -0.383 -0.273
O 6.911 2.014 25.694 0.244 -0.229 0.129
O 8.148 2.608 21.038 -0.131 0.224 0.142
O 9.239 0.688 22.401 0.033 0.156 -0.569
O 7.305 8.319 21.423 0.227 0.095 -0.38
O 5.749 10.502 20.923 -0.225 0.078 -0.501
O 11.037 5.817 20.894 -0.191 -0.35 0.138
O 9.951 7.98 22 -0.208 -0.284 -0.267
O 8.102 13.64 20.906 0.223 0.192 -0.656
O 6.649 15.606 21.847 0.084 0.17 -0.242
O 7.427 9.598 23.667 -0.054 -0.026 -0.341
O 10.202 12.546 21.761 0.158 -0.195 -0.313
O 12.155 4.173 22.502 -0.021 -0.228 -0.631
O 11.926 5.543 24.828 0.063 -0.176 -0.236
O 16.247 0.797 21.637 -0.142 0.1 -0.097
O 14.636 2.816 21.727 -0.323 -0.4 -0.238
O 13.577 8.28 20.971 0.156 -0.396 -0.356
O 11.548 10.029 21.599 -0.003 0.226 -0.432
O 15.132 4.831 23.564 -0.283 -0.022 -0.213
O 15.47 6.444 21.51 -0.049 0.129 -0.19
O 12.106 15.254 22.04 0.124 0.146 -0.471
O 12.642 0.799 23.798 0.245 0.172 -0.136
O 15.15 11.341 21.986 -0.129 0.121 -0.367
O 13.676 13.436 21.033 -0.028 0.178 -0.149
O 0.301 0.048 24.211 0.04 -0.186 -0.211
O 0.561 15.821 27.567 -0.158 0.126 0.137
O 4.581 5.778 24.487 0.173 -0.1 -0.173
O 2.813 6.601 29.012 0.246 0.073 0.044
O 9.747 4.822 23.434 -0.124 0.21 -0.191
O 14.465 7.35 23.795 -0.043 -0.166 0.019
O 3.006 7.743 23.609 0.01 0.02 0.148
O 0.616 6.757 23.577 -0.063 -0.179 -0.249
O 13.785 12.458 23.877 -0.026 -0.002 0.001
O 16.329 11.69 24.32 -0.12 -0.291 -0.117
O 2.537 13.393 21.611 -0.049 0.158 -0.441
O 16.135 10.23 28.925 0.158 0.101 0.075
O 3.989 14.106 26.635 0.064 -0.022 0.068
O 2.96 0.229 26.667 0.002 -0.082 -0.252
O 7.798 16.175 24.703 -0.008 0.023 -0.369
O 7.657 4.471 24.885 0.243 0.318 -0.351
O 5.543 7.97 23.4 0.092 0.378 -0.216
O 5.498 4.124 26.324 -0.264 0.137 -0.18
O 7.922 6.84 23.636 0.3 -0.042 0.001
O 9.926 9.969 23.923 0.162 -0.306 -0.51
O 4.195 13.729 24.077 -0.106 0.195 -0.534
O 8.496 12.175 23.698 -0.106 0.141 0.012
O 11.295 2.957 24.698 -0.228 0 -0.334
O 10.248 0.48 24.821 -0.109 -0.218 0.19
O 10.469 7.003 26.491 -0.112 0.075 -0.237
O 7.88 3.83 27.438 -0.01 -0.101 -0.044
O 12.966 7.878 25.838 0.166 0.16 -0.152
O 12.054 8.472 23.575 -0.269 -0.039 -0.297
O 12.246 1.104 26.426 -0.11 -0.029 -0.129
O 5.914 9.285 26.278 -0.155 -0.2 0.083
O 14.557 15.6 22.906 -0.017 -0.043 -0.249
O 9.482 14.657 23.428 0.024 0.161 -0.194
O 5.626 6.752 26.825 0.209 0.133 0.019
O 1.487 3.36 30.791 -0.149 -0.089 0.37
O 1.078 9.06 24.775 0.082 0.055 -0.294
O 13.359 3.547 28.337 -0.073 -0.163 0.163
O 2.549 12.222 25.212 0.11 0.001 -0.294
O 0.946 10.884 26.627 0.055 0.062 0.336
O 0.426 13.522 26.118 0.065 0.181 -0.02
O 1.595 13.601 28.441 0.122 0.098 0.102
O 3.061 15.803 31.249 -0.128 0.196 0.208
O 15.806 3.077 32.352 0.16 -0.093 -0.189
O 8.614 10.443 28.747 0.025 0.165 -0.258
O 6.639 5.394 29.326 -0.143 0.255 0.024
O 6.295 11.153 28.119 0.054 -0.172 0.056
O 7.837 10.971 25.82 0.219 0.087 -0.191
O 4.192 15.763 28.719 0.118 -0.142 0.102
O 12.699 14.686 24.63 0.182 0.203 -0.204
O 11.062 12.671 24.159 -0.051 0.125 -0.075
O 9.129 5.89 28.605 0.142 0.005 0.254
O 15.672 2.451 24.206 -0.197 0.075 -0.234
O 15.882 2.972 29.052 0.122 0.081 0.177
O 1.665 4.222 28.347 -0.275 -0.075 0.172
O 6.494 8.595 28.755 0.095 -0.054 0.118
O 12.553 5.815 27.408 0.192 0.135 0.209
O 11.154 10.819 27.842 -0.131 -0.196 0.09
O 13.794 10.602 27.638 0.01 0.06 -0.111
O 12.824 12.851 28.63 0.123 -0.052 0.313
O 12.55 12.394 26.171 0.15 0.219 -0.35
O 14.74 0.528 25.904 0.101 0.1 -0.321
O 15.338 13.803 28.244 -0.106 -0.162 0.023
O 4.206 4.35 29.149 0.015 0.148 0.109
O 13.859 2.411 30.683 0.096 -0.059 0.517
O 1.711 1.577 28.709 0.232 -0.157 0.325
O 14.274 8.304 28.864 0.086 0.028 0.365
O 14.461 5.713 29.246 0.15 0.049 0.027
O 3.327 5.407 26.775 0.039 0.12 -0.173
O 1.965 8.973 29.789 0.159 0.114 0.133
O 4.109 15.306 22.129 -0.155 0.041 -0.315
O 13.982 9.774 31.443 -0.162 0.06 0.264
O 1.921 11.541 29.97 -0.076 0.038 0.18
O 15.632 8.923 26.699 0.189 -0.075 -0.105
O 4.654 5.924 31.154 -0.374 0.131 0.052
O 7.082 1.177 30.712 0.103 0.012 0.013
O 5.651 16.215 26.498 0.04 -0.242 -0.257
O 1.785 8.358 27.232 0.108 -0.072 0.028
O 5.533 8.254 31.922 -0.142 -0.012 -0.225
O 6.965 10.17 30.775 -0.219 0.119 0.47
O 4.227 1.28 33.814 -0.03 -0.216 0.098
O 5.681 15.242 30.73 0.026 -0.152 -0.025
O 11.957 5.171 29.977 0.025 -0.152 0.337
O 8.385 3.538 30 0.232 -0.335 0.324
O 14.128 1.09 28.414 0.019 -0.121 0.115
O 13.264 15.284 27.613 -0.151 -0.039 -0.151
O 10.172 8.422 28.713 0.201 -0.152 0.199
O 8.101 7.748 26.959 0.086 -0.12 -0.091
O 13.831 14.496 30.295 0.111 -0.14 0.171
O 8.182 2.666 32.559 0.104 -0.163 0.816
O 10.65 10.688 30.379 -0.06 0.155 0.188
O 14.92 12.142 31.065 -0.045 0.001 -0.134

Results
total energy: -108572.477 eV
total energy less fixed offsets of O -438.35, Si -107.03 eV per atom: 7.753 eV
